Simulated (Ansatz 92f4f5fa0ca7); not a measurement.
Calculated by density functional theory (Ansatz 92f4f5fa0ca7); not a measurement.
Periodic cell of 213 atoms, Si129O80As4, from a study of silicon, its oxide and their interface. The atomic structure is a simulated model.
Doubt: the cutoff is far below the 930 eV that the study's wrapper takes by default for these files, so forces and energies are approximate.
This geometry differs little from another in the collection (a relaxation step or a small displacement).

Settings: functional PBE; potential files Ansatz PAW; basis plane waves; wave-function cutoff 580 eV; density cutoff ratio 5; exchange-correlation grid ratio 1; k mesh 1 x 1 x 1, Gamma-centred; self-consistency stop 5e-08 eV per atom in the density residual; occupations fixed; spin none; net charge 0.

Cell vectors (angstrom)
a, 10.938, 0, 0
b, 0, 10.938, 0
c, 0, 0, 31.6671

Atoms and the computed forces on them: element, x, y, z (angstrom), force x, y, z (eV/angstrom)
Si, -0.6163, 0.7489, 24.267, -0.0801, 0.0177, -0.1512
Si, 6.0116, -0.5827, 24.2411, 0.0133, -0.0759, -0.047
As, 2.2812, 3.1793, 24.1365, 0.0361, -0.0395, 0.0285
Si, 8.4437, 2.4705, 24.256, 0.0467, 0.0304, -0.0096
As, 0.4474, 4.99, 24.1051, -0.0526, 0.0458, 0.0232
Si, 5.2342, 5.8155, 24.2863, -0.0561, -0.1302, -0.1108
Si, 3.3208, 7.4965, 24.0606, 0.1055, 0.0495, 0.0265
Si, 7.7763, 8.5955, 24.3952, 0.0212, 0.0465, -0.0942
Si, 1.2564, 1.493, 25.5474, 0.0811, -0.0569, -0.0241
Si, 6.8269, 1.2872, 25.5042, 0.0738, 0.0467, -0.0005
Si, 4.0462, 4.1274, 25.5248, 0.127, 0.0421, -0.067
Si, 9.6221, 4.1014, 25.5455, -0.086, -0.066, -0.0866
Si, 1.4857, 6.7304, 25.4496, -0.0328, 0.0627, -0.0474
Si, 6.7873, 6.9005, 25.6691, 0.0082, -0.0344, 0.0359
Si, 4.1215, 9.4467, 25.3597, -0.1556, -0.0599, 0.0139
Si, 9.5624, 9.6969, 25.4529, 0.1207, 0.0104, 0.0605
Si, 2.7176, -0.0176, 26.7595, 0.0778, 0.0257, -0.0074
Si, 8.2109, 0.0096, 26.9357, -0.0389, -0.0456, -0.0744
Si, -0.049, 2.7561, 26.9775, 0.1341, 0.145, 0.0018
Si, 5.4554, 2.7165, 26.8286, -0.0886, -0.0503, 0.0113
Si, 2.775, 5.4782, 26.9408, -0.1955, -0.1706, 0.0093
Si, 8.2135, 5.4753, 26.8758, 0.0655, 0.0619, -0.01
Si, 0.0377, 8.2123, 26.7648, -0.0649, -0.0237, -0.0108
Si, 5.4063, 8.2417, 26.9612, 0.0113, 0.0826, -0.0547
Si, 4.1018, 1.3673, 28.2488, -0.1518, -0.2263, -0.6043
Si, 9.5708, 1.3673, 28.2488, -0.2469, -0.1088, 0.7124
Si, 1.3673, 4.1018, 28.2488, 0.0613, 0.1962, 0.3809
Si, 6.8362, 4.1018, 28.2488, -0.0186, -0.1827, -0.3808
Si, 4.1018, 6.8362, 28.2488, -0.0214, 0.1661, 0.7598
Si, 9.5708, 6.8362, 28.2488, 0.3002, 0.24, -0.4863
Si, 1.3673, 9.5708, 28.2488, 0.0937, -0.0599, -0.687
Si, 6.8362, 9.5708, 28.2488, -0.0783, 0.1559, 0.4044
Si, 0, 0, 29.6161, -0.0492, 0.0344, -0.0051
Si, 5.469, 0, 29.6161, 0.0679, -0.0181, 0.0466
Si, 2.7345, 2.7345, 29.6161, -0.0966, -0.0267, -0.0109
Si, 8.2035, 2.7345, 29.6161, -0.0108, -0.0841, 0.0614
Si, 0, 5.469, 29.6161, 0.1288, 0.0574, 0.0328
Si, 5.469, 5.469, 29.6161, -0.0108, 0.0505, 0.0077
Si, 2.7345, 8.2035, 29.6161, 0.0198, -0.066, 0.0518
Si, 8.2035, 8.2035, 29.6161, -0.0141, 0.0257, -0.0095
Si, 1.3673, 1.3673, 30.9833, 0.0469, -0.016, 0.0238
Si, 6.8362, 1.3673, 30.9833, -0.0403, 0.0712, -0.0025
Si, 4.1018, 4.1018, 30.9833, 0.0351, -0.0452, 0.0076
Si, 9.5708, 4.1018, 30.9833, -0.0342, 0.0423, -0.0352
Si, 1.3673, 6.8362, 30.9833, -0.0803, 0.0457, -0.0067
Si, 6.8362, 6.8362, 30.9833, 0.0508, -0.0413, 0.0145
Si, 4.1018, 9.5708, 30.9833, -0.035, 0.0094, -0.0207
Si, 9.5708, 9.5708, 30.9833, 0.0011, -0.0226, 0.0157
Si, 2.7345, 0, 0.6835, 0.0687, -0.0502, 0.0164
Si, 8.2035, 0, 0.6835, -0.0367, 0.0621, -0.0068
Si, 0, 2.7345, 0.6835, -0.0919, 0.0331, -0.0146
Si, 5.469, 2.7345, 0.6835, 0.0518, -0.0582, 0.013
Si, 2.7345, 5.469, 0.6835, -0.0316, 0.055, -0.0112
Si, 8.2035, 5.469, 0.6835, 0.0557, -0.0327, 0.0171
Si, 0, 8.2035, 0.6835, 0.0754, -0.0749, 0.0154
Si, 5.469, 8.2035, 0.6835, -0.0446, 0.0292, -0.0181
Si, 4.1018, 1.3673, 2.0507, -0.0687, 0.0645, -0.0076
Si, 9.5708, 1.3673, 2.0507, 0.0964, -0.0041, -0.0648
Si, 1.3673, 4.1018, 2.0507, 0.0571, -0.0019, -0.0392
Si, 6.8362, 4.1018, 2.0507, -0.0626, 0.0262, 0.0088
Si, 4.1018, 6.8362, 2.0507, 0.0658, -0.017, -0.048
Si, 9.5708, 6.8362, 2.0507, -0.0744, 0.0084, 0.0137
Si, 1.3673, 9.5708, 2.0507, -0.1158, 0.032, 0.001
Si, 6.8362, 9.5708, 2.0507, 0.0348, -0.0684, -0.0503
Si, 0, 0, 3.418, -0.0273, 0.1706, -0.8008
Si, 5.469, 0, 3.418, 0.0325, -0.1185, 0.7492
Si, 2.7345, 2.7345, 3.418, 0.1921, 0.0705, -0.6084
Si, 8.2035, 2.7345, 3.418, -0.0882, -0.2141, 0.4055
Si, 0, 5.469, 3.418, 0.1076, -0.0552, 0.3946
Si, 5.469, 5.469, 3.418, -0.0843, 0.0869, -0.3446
Si, 2.7345, 8.2035, 3.418, 0.3087, -0.0601, 0.4656
Si, 8.2035, 8.2035, 3.418, -0.3154, -0.0768, -0.6058
Si, 1.3967, 1.3464, 4.6908, -0.1029, -0.1207, 0.0366
Si, 6.8515, 1.3437, 4.8811, 0.0153, 0.0344, 0.0224
Si, 4.1035, 4.0861, 4.7338, 0.0328, 0.0143, 0.1597
Si, 9.5888, 4.0653, 4.8119, -0.0526, -0.0032, -0.0008
Si, 1.4051, 6.8196, 4.826, 0.0499, 0.026, 0.0203
Si, 6.8144, 6.8635, 4.7416, -0.0268, 0.0035, 0.0572
Si, 4.1178, 9.5459, 4.9018, -0.0176, -0.0388, 0.002
Si, 9.5302, 9.6082, 4.6727, 0.0826, 0.128, 0.0418
Si, 2.649, 0.0332, 6.1643, 0.0483, -0.0092, 0.0024
Si, 8.2824, -0.0911, 6.2223, -0.0698, -0.0128, 0.0356
Si, 0.0206, 2.5824, 6.0901, -0.0478, 0.005, 0.0457
Si, 5.4381, 2.7685, 6.1979, -0.0216, -0.0782, -0.0936
Si, 2.7549, 5.3688, 6.2048, -0.1059, -0.0564, -0.0275
Si, 8.2025, 5.5154, 6.0728, 0.1079, -0.0041, -0.0385
Si, 0.0237, 8.3638, 5.9775, 0.0634, -0.0324, 0.0192
Si, 5.5175, 8.1227, 6.3181, 0.0338, 0.0585, -0.0138
Si, 3.5754, 1.8478, 7.3841, -0.0672, 0.0286, 0.0755
As, 10.0291, 0.8972, 7.6015, 0.0208, 0.0046, -0.0766
Si, 1.7437, 3.5143, 7.3858, 0.1014, 0.0353, 0.1271
Si, 6.4678, 4.5841, 7.3455, -0.0161, 0.0765, 0.1178
Si, 4.5853, 6.2146, 7.45, 0.0279, -0.0644, 0.0698
Si, 9.2514, 7.3397, 7.1592, -0.0458, -0.0224, 0.2474
As, 0.9179, 9.9851, 7.5743, 0.0016, -0.0103, -0.0221
Si, 7.4531, 8.9633, 7.4982, 0.0515, -0.0274, -0.019
O, 1.1681, 3.7011, 8.9401, -0.0352, -0.0363, -0.049
O, 3.9458, 1.4452, 8.974, -0.0053, 0.0213, -0.0026
O, 4.0424, 6.35, 9.0439, 0.0281, 0.0042, -0.0282
O, 7.1903, 4.2825, 8.832, -0.0419, 0.0053, -0.0102
O, 7.3312, 9.1348, 9.1727, 0.0158, -0.0151, 0.0158
O, 10.0379, 7.0818, 8.614, -0.0816, -0.0237, -0.0176
O, 5.7015, -0.2481, 22.639, 0.0094, -0.0005, 0.0302
O, 8.3146, 7.8184, 23.0037, -0.0262, 0.0158, 0.0412
O, 2.9133, 7.6608, 22.4288, -0.0411, 0.0229, -0.035
O, 6.1745, 5.2904, 22.9941, 0.0039, 0.0143, 0.0334
O, 7.7143, 3.0732, 22.8458, -0.0137, 0.0077, -0.0104
O, -0.1258, 11.5579, 22.6698, -0.0192, -0.0631, 0.0739
Si, -2.3107, 16.6682, 14.4601, 0.0162, 0.0017, 0.0017
Si, -2.9531, 3.3135, 12.9311, -0.0001, 0.0164, 0.0046
Si, 7.5969, 8.4189, 10.6266, 0.0127, -0.0415, -0.076
Si, -1.1173, -1.1773, 12.5743, -0.0136, -0.0144, 0.0184
Si, 11.4398, 10.637, 16.9462, -0.0004, 0.0173, 0.0037
Si, -4.4108, 9.2531, 19.5048, -0.0041, -0.0071, -0.0051
Si, 7.1042, 4.3622, 22.0127, -0.0221, -0.0071, 0.1367
Si, -17.133, -0.0226, 21.3523, 0.0103, -0.0349, 0.0112
Si, -1.4422, 5.7155, 20.3085, -0.0594, -0.0044, -0.0263
Si, 1.1258, 4.1112, 20.096, -0.0074, -0.0177, -0.0428
Si, 5.5558, 20.0253, 12.8299, 0.0121, -0.0109, -0.0019
Si, 8.392, -0.2484, 17.4848, -0.0088, -0.0014, 0.0037
Si, 7.7166, 9.7484, 14.7278, 0.013, -0.0072, 0.0038
Si, 10.8724, 7.1772, 12.7557, -0.0084, 0.0273, 0.0225
Si, 2.9581, 3.8528, 15.1471, -0.015, 0.0175, -0.0026
Si, 13.2945, 8.7704, 21.3566, 0.0093, -0.0085, 0.0468
Si, 4.1544, 5.3952, 10.3659, 0.0261, -0.0387, -0.0336
Si, 6.7063, 4.0462, 10.3714, -0.046, 0.0241, -0.0157
Si, -2.4121, 8.318, 21.4728, -0.022, 0.019, 0.0173
Si, 15.9406, 6.9928, 17.8212, 0.0113, -0.0033, -0.0039
Si, 0.2801, 3.8622, 10.2859, 0.0209, 0.0711, -0.1133
Si, 5.6072, 2.4907, 14.7408, 0.0011, 0.0082, 0.0059
Si, 14.8161, 0.6225, 12.9098, 0.0064, -0.0065, 0.0019
Si, 12.3696, -5.6009, 17.3766, -0.0003, -0.0062, -0.0092
Si, 13.0609, 5.3058, 12.4906, 0.007, 0.0188, -0.0078
Si, 1.3792, 12.2497, 14.4779, -0.0024, 0.0091, 0.004
Si, 9.4381, -6.043, 17.1853, 0.005, 0.0004, -0.0066
Si, -4.703, 18.1176, 14.929, -0.0112, 0.0104, 0.0259
Si, 7.4855, 2.5775, 17.2471, -0.003, 0.0162, 0.0036
Si, 11.7546, 1.3487, 19.3182, 0.0113, 0.0154, -0.0143
Si, 3.3627, 2.4237, 20.364, 0.0243, -0.0103, -0.0622
Si, -0.2154, -0.5313, 21.5297, 0.018, 0.066, 0.0762
Si, 13.0054, 8.1039, 18.1873, -0.0003, -0.007, -0.0146
Si, 4.3452, 13.2858, 10.2726, -0.0108, 0.0223, -0.0812
Si, 5.5344, 4.1302, 19.2459, 0.0004, 0.0054, -0.0072
Si, 10.3085, -9.2596, 12.2495, -0.0103, 0.005, 0.0378
Si, 9.6742, 6.4032, 10.0427, -0.0286, -0.0392, -0.1511
O, 16.7393, -2.7402, 18.533, -0.0045, 0.0134, 0.0125
O, 8.9689, -4.9695, 16.0463, -0.0029, -0.0168, 0.01
O, 2.7833, 4.336, 13.603, -0.0013, -0.0013, -0.0032
O, 3.5057, 7.5908, 17.6345, 0.0035, -0.0031, 0.0014
O, -1.713, 9.7874, 21.5069, 0.0324, -0.0013, 0.003
O, -8.8195, 13.4044, 15.3743, 0.002, -0.003, 0.0002
O, 2.1933, -2.7237, 19.8219, 0.0035, 0.0121, 0.0316
O, -7.5602, -0.9036, 21.4293, -0.0041, -0.0106, -0.0064
O, 13.4741, 5.0116, 16.2223, -0.0041, -0.0023, 0.0049
O, 10.721, -4.0065, 11.1565, 0.0108, 0.0042, 0.0151
O, 7.013, 5.9295, 14.2252, -0.0021, 0.0014, -0.0071
O, 1.1542, 15.4063, 11.5077, 0.0018, -0.0133, 0.0116
O, 7.8851, 4.0384, 11.4751, -0.0025, -0.0054, 0.0079
O, 5.5521, -4.2425, 16.3157, -0.0054, 0.0032, 0.0011
O, 4.3344, 12.5087, 21.3598, -0.0186, 0.0187, 0.019
O, 4.2323, 14.099, 19.2099, -0.0072, -0.0093, 0.0201
O, 3.8395, 1.6074, 11.6161, -0.0095, -0.0173, 0.0299
O, 2.3781, 0.5193, 13.4809, -0.006, 0.0001, -0.0021
O, -4.9796, 13.5175, 10.3944, 0.0028, 0.0177, -0.0045
O, -1.7915, 10.0488, 14.0335, -0.0182, -0.007, 0.0086
O, 8.9203, 15.1539, 13.9229, -0.0011, 0.0151, -0.0088
O, 5.139, 5.6409, 18.7393, -0.006, 0.0087, 0.0011
O, 2.36, 14.4988, 21.0505, -0.008, -0.0003, 0.0295
O, -2.1872, 1.9019, 12.6955, 0.0113, 0.0016, -0.0178
O, 11.1387, 2.8091, 19.7035, 0.0188, 0.0145, 0.0238
O, 0.0726, 5.1988, 20.6907, 0.0204, -0.001, 0.0445
O, -7.6684, 6.0274, 11.5748, -0.0191, 0.002, 0.0177
O, -4.3098, 3.4827, 18.263, 0.0139, -0.0071, -0.0013
O, 10.4981, 0.1168, 11.8993, 0.003, 0.0076, -0.0286
O, 9.9314, -6.1377, 9.9121, 0.0228, 0.0847, 0.0238
O, -2.22, 3.5075, 16.7877, 0.0113, 0.001, 0.0032
O, 7.0381, 8.4487, 20.8247, 0.0004, -0.0001, -0.0107
O, 5.7079, 5.2629, 10.823, 0.0018, -0.0264, -0.0023
O, 4.5504, 3.5792, 15.338, 0.0018, -0.0048, -0.0044
O, 15.7487, -9.7272, 14.1213, 0.0025, 0.0012, -0.0016
O, 8.4026, 5.0883, 21.3353, 0.0528, 0.0282, -0.0363
O, 6.2006, 8.4428, 11.4728, -0.0195, 0.005, 0.0216
O, 6.5806, 2.1142, 15.9815, -0.0006, -0.0089, 0.0073
O, 5.1725, 7.8754, 13.8853, 0.002, -0.0007, -0.0057
O, -1.4749, 7.3242, 20.5789, 0.0152, -0.0259, 0.0119
O, -0.2639, 2.4473, 10.8667, -0.0142, -0.0258, -0.0106
O, 12.8513, 4.7252, 18.8068, -0.003, -0.0008, 0.0212
O, 0.0705, 4.5921, 16.9369, -0.0144, -0.0007, 0.0017
O, 12.4859, -1.4401, 17.5053, -0.0004, -0.0046, 0.0054
O, -4.3288, 10.0842, 13.5873, 0.0025, 0.0061, -0.0042
O, -5.3888, -0.4585, 19.9854, 0.0022, 0.0006, 0.0091
O, -2.7584, 1.2927, 17.9732, 0.0013, -0.0049, -0.0012
O, -3.4707, -2.7219, 15.2199, 0.0055, 0.0253, -0.0066
O, 4.3032, 10.0467, 12.4578, -0.0064, 0.0073, -0.0057
O, 17.0434, 4.0337, 20.7681, -0.0074, 0.005, -0.0186
O, 0.0481, 0.1424, 20.0776, -0.0034, -0.0232, 0.0398
O, 7.8192, -1.1596, 18.6883, -0.0023, 0.0017, -0.0061
O, -4.4429, -7.8424, 13.5225, -0.0109, -0.0006, 0.0005
O, 0.8774, 9.2415, 21.8624, -0.0174, 0.0198, -0.0388
O, 11.6999, 21.992, 15.4016, 0.0002, -0.0013, -0.0049
O, 1.2573, 6.42, 13.3068, 0.0033, -0.0099, -0.018
O, 0.6787, 12.0472, 17.7351, 0.0008, -0.012, -0.0026
O, -1.0336, 10.1543, 17.1937, -0.0094, 0.0009, 0.0023
O, 12.0077, 6.9151, 17.6531, -0.0015, 0.0034, 0.01
O, 0.1273, 19.7091, 12.9127, -0.0145, -0.0476, -0.0179
O, 2.4068, 1.3088, 19.6597, 0.0129, 0.0132, 0.0284
O, 9.5255, 6.7425, 13.5615, 0.0207, 0.004, -0.0142
O, 11.2158, 2.0768, 13.5481, 0.0065, -0.0061, -0.0054
O, 8.7375, -1.7456, 11.4964, 0.0203, 0.0181, 0.0133
O, 8.1382, 6.871, 10.4173, 0.0202, 0.022, -0.0028
O, -7.2667, 3.8396, 10.0746, 0.0087, 0.0206, 0.007
O, 20.089, 5.4022, 18.7254, 0.0247, 0.0034, 0.0281
O, 7.5605, -0.3412, 16.0903, 0.004, 0.002, -0.0071

Results
free energy: -146930.958 eV
free energy less fixed offsets of As -4856.12, O -568.88, Si -635.61 eV per atom: -2.388 eV

The program warned: the cutoff lies below the one the program advises for these potential files; the forces do not sum to zero within the program's tolerance; the exchange-correlation potential is rough where the density is thin.
